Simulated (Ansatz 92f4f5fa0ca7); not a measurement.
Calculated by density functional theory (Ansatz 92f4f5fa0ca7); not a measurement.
Periodic cell of 372 atoms, Si240O132, from a study of silicon, its oxide and their interface. The atomic structure is a simulated model.
Doubt: the cutoff is far below the 930 eV that the study's wrapper takes by default for these files, so forces and energies are approximate.
This geometry differs little from another in the collection (a relaxation step or a small displacement).

Settings: functional PBE; potential files Ansatz PAW; basis plane waves; wave-function cutoff 580 eV; density cutoff ratio 5; exchange-correlation grid ratio 1; k mesh 1 x 1 x 1, Gamma-centred; self-consistency stop 5e-08 eV per atom in the density residual; occupations fixed; spin none; net charge 0.

Cell vectors (angstrom)
a	11.6015	0	0
b	0	13.3963	0
c	0	0	42.3063

Atoms: element, x, y, z (angstrom)
Si	0	2.2327	1.1851
Si	3.8672	2.2327	1.1851
Si	7.7343	2.2327	1.1851
Si	1.9336	5.5818	1.1851
Si	5.8008	5.5818	1.1851
Si	9.6679	5.5818	1.1851
Si	0	8.9308	1.1851
Si	3.8672	8.9308	1.1851
Si	7.7343	8.9308	1.1851
Si	1.9336	12.2799	1.1851
Si	5.8008	12.2799	1.1851
Si	9.6679	12.2799	1.1851
Si	1.9336	1.1164	1.9745
Si	5.8008	1.1164	1.9745
Si	9.6679	1.1164	1.9745
Si	0	4.4654	1.9745
Si	3.8672	4.4654	1.9745
Si	7.7343	4.4654	1.9745
Si	1.9336	7.8145	1.9745
Si	5.8008	7.8145	1.9745
Si	9.6679	7.8145	1.9745
Si	0	11.1635	1.9745
Si	3.8672	11.1635	1.9745
Si	7.7343	11.1635	1.9745
Si	1.9336	1.1164	4.3426
Si	5.8008	1.1164	4.3426
Si	9.6679	1.1164	4.3426
Si	0	4.4654	4.3426
Si	3.8672	4.4654	4.3426
Si	7.7343	4.4654	4.3426
Si	1.9336	7.8145	4.3426
Si	5.8008	7.8145	4.3426
Si	9.6679	7.8145	4.3426
Si	0	11.1635	4.3426
Si	3.8672	11.1635	4.3426
Si	7.7343	11.1635	4.3426
Si	0	0	37.9657
Si	3.8672	0	37.9657
Si	7.7343	0	37.9657
Si	1.9336	3.3491	37.9657
Si	5.8008	3.3491	37.9657
Si	9.6679	3.3491	37.9657
Si	0	6.6981	37.9657
Si	3.8672	6.6981	37.9657
Si	7.7343	6.6981	37.9657
Si	1.9336	10.0472	37.9657
Si	5.8008	10.0472	37.9657
Si	9.6679	10.0472	37.9657
Si	0	0	40.3339
Si	3.8672	0	40.3339
Si	7.7343	0	40.3339
Si	1.9336	3.3491	40.3339
Si	5.8008	3.3491	40.3339
Si	9.6679	3.3491	40.3339
Si	0	6.6981	40.3339
Si	3.8672	6.6981	40.3339
Si	7.7343	6.6981	40.3339
Si	1.9336	10.0472	40.3339
Si	5.8008	10.0472	40.3339
Si	9.6679	10.0472	40.3339
Si	0	2.2327	41.1233
Si	3.8672	2.2327	41.1233
Si	7.7343	2.2327	41.1233
Si	1.9336	5.5818	41.1233
Si	5.8008	5.5818	41.1233
Si	9.6679	5.5818	41.1233
Si	0	8.9308	41.1233
Si	3.8672	8.9308	41.1233
Si	7.7343	8.9308	41.1233
Si	1.9336	12.2799	41.1233
Si	5.8008	12.2799	41.1233
Si	9.6679	12.2799	41.1233
Si	0.6489	-0.0034	30.3171
Si	5.7549	-1.1892	31.5745
Si	9.8379	-3.1764	30.6024
Si	2.3682	7.8191	28.5096
Si	4.9331	6.3732	28.8086
Si	8.6583	3.4583	30.7794
Si	-2.174	5.4503	31.8615
Si	1.9046	5.9219	32.0746
Si	7.8122	7.1704	29.9578
Si	1.8741	9.8651	30.83
Si	7.8319	9.1836	31.1534
Si	7.6854	13.284	30.855
Si	-0.0559	2.8283	30.5456
Si	4.76	2.2279	31.7549
Si	7.1625	1.9963	31.842
Si	0.317	5.7058	29.1762
Si	4.3105	4.4624	31.2327
Si	11.388	6.6249	31.1922
Si	-0.1163	8.9524	31.696
Si	3.4696	8.6642	31.9599
Si	5.7814	10.1322	30.5146
Si	2.2408	12.2341	31.472
Si	4.0819	13.5876	30.7308
Si	9.6334	12.3173	31.6316
Si	0.0299	2.4034	33.8252
Si	3.9629	2.2344	34.0151
Si	7.69	2.1453	34.118
Si	1.8536	5.6183	34.3294
Si	5.6095	5.5003	33.9649
Si	9.5291	5.5477	34.1585
Si	-0.07	8.9482	34.0571
Si	3.7837	8.9356	34.2286
Si	7.6956	8.946	33.7054
Si	1.9557	12.2751	33.8766
Si	5.7865	12.2543	33.9752
Si	9.6467	12.268	33.9924
Si	1.9401	1.1513	34.6192
Si	5.7867	1.0448	34.9173
Si	9.7321	1.1418	34.7012
Si	-0.0971	4.4842	34.911
Si	3.7889	4.4226	34.9452
Si	7.5889	4.417	34.8136
Si	1.8358	7.8623	34.9736
Si	5.7947	7.7859	34.6736
Si	9.5623	7.8427	34.7524
Si	0.0029	11.195	34.7648
Si	3.8507	11.1996	34.8255
Si	7.716	11.1148	34.7288
Si	1.9259	1.1231	37.0819
Si	5.797	1.0972	37.2416
Si	9.6909	1.1248	37.1234
Si	-0.0105	4.4577	37.2375
Si	3.8655	4.4559	37.2572
Si	7.7065	4.4642	37.1767
Si	1.9163	7.8278	37.2765
Si	5.8182	7.8035	37.1049
Si	9.6465	7.826	37.1487
Si	0.0074	11.1722	37.1527
Si	3.8666	11.1743	37.1883
Si	7.7301	11.149	37.136
Si	0.011	-0.0056	5.1265
Si	3.8714	0.0116	5.1954
Si	7.7246	-0.0053	5.1469
Si	1.9474	3.3463	5.0873
Si	5.7962	3.3403	5.1231
Si	9.6611	3.3573	5.0949
Si	0.002	6.7098	5.0811
Si	3.8849	6.6732	5.107
Si	7.7518	6.6932	5.0789
Si	1.9433	10.0431	5.2032
Si	5.7784	10.0668	5.1554
Si	9.6716	10.0413	5.1459
Si	0.0591	-0.0361	7.4909
Si	3.8861	0.0469	7.6251
Si	7.7274	-0.0262	7.5274
Si	1.9866	3.3416	7.4266
Si	5.8292	3.2858	7.4858
Si	9.6692	3.3767	7.4358
Si	0.0848	6.7369	7.4128
Si	4.0159	6.5771	7.457
Si	7.8618	6.6858	7.4119
Si	1.9936	10.0132	7.6377
Si	5.7408	10.1118	7.5456
Si	9.6977	10.0218	7.5286
Si	0.0184	2.2561	8.0766
Si	3.8756	2.3035	8.4316
Si	7.7776	2.2052	8.2655
Si	1.9852	5.572	8.1433
Si	6.0329	5.4881	8.241
Si	9.8305	5.5977	8.2668
Si	0.0269	8.9044	8.3779
Si	3.9325	8.7348	8.3117
Si	7.6711	8.9283	8.1234
Si	1.9853	12.2751	8.4296
Si	5.7931	12.3452	8.5127
Si	9.6945	12.273	8.2254
Si	-0.0157	2.3702	10.3716
Si	3.7795	2.4781	10.8776
Si	7.7674	2.4104	10.6184
Si	1.6054	5.5682	11.4168
Si	9.774	5.591	10.6393
Si	7.652	4.7623	10.8334
Si	-0.1225	8.9805	10.7673
Si	3.5243	8.6375	11.3613
Si	9.6922	7.7235	11.6399
Si	1.8668	12.4761	10.8268
Si	5.6591	12.7297	10.9928
Si	9.8047	12.4438	10.5488
Si	1.7597	1.312	11.4158
Si	5.8371	1.5925	11.6338
Si	9.7558	1.247	11.3036
Si	-0.2381	4.1765	11.7944
Si	3.4741	4.4659	12.1779
Si	6.0403	5.529	13.2306
Si	1.4805	7.8115	12.0141
Si	5.7046	8.4189	13.496
Si	7.9206	9.088	11.2485
Si	-0.0052	11.2333	11.4897
Si	3.7765	11.6786	11.8883
Si	8.3159	11.2865	11.8537
O	3.2461	3.978	13.7356
O	5.5966	9.6103	14.6101
O	10.1388	1.0945	12.9431
O	9.6818	7.575	13.3058
O	1.301	1.3761	13.04
O	6.171	1.8247	13.275
O	1.2992	7.8651	13.6773
O	-0.1274	11.2007	13.1636
O	3.8794	11.4321	13.5272
O	-0.3662	3.4408	13.3339
O	5.9387	4.3359	14.3042
O	8.8204	11.246	13.4304
O	6.4178	3.7565	27.161
O	1.8584	9.1913	29.2729
O	7.8357	-0.2068	29.169
O	11.1137	5.9528	27.7509
O	8.9158	6.8941	28.7576
O	0.6543	12.5887	28.893
O	10.1343	10.2739	28.9637
O	3.9521	7.6714	28.8167
O	5.2367	10.2377	28.9503
O	12.0032	4.1209	29.6402
O	0.4432	7.4322	24.8124
O	-0.7662	-0.0481	31.1295
Si	7.696	11.374	23.3817
Si	4.3987	10.6996	14.9042
Si	7.3986	9.8218	25.9395
Si	2.5203	9.0926	16.8568
Si	-0.5591	0.0082	16.2032
Si	7.8386	3.6114	27.9352
Si	8.5159	7.179	22.3038
Si	1.4125	11.553	17.9822
Si	7.4424	7.966	19.6165
Si	10.4187	2.1109	23.7427
Si	4.0587	-0.6413	17.0492
Si	0.8298	8.5439	25.9417
Si	5.1909	5.5401	17.1427
Si	9.5083	6.0793	27.4555
Si	0.6239	10.5175	20.8056
Si	7.4364	0.7181	27.8806
Si	7.6573	3.7764	16.8205
Si	7.6339	6.9793	25.2961
Si	11.4416	1.8083	13.6713
Si	-1.0197	4.7868	22.5957
Si	4.6442	14.8022	19.014
Si	7.3366	1.553	20.2906
Si	9.3083	14.9587	18.3498
Si	4.3764	7.6967	19.0557
Si	6.1091	2.7501	14.615
Si	12.1778	12.7018	27.2695
Si	7.8425	6.7184	16.8104
Si	2.5841	10.8904	25.6102
Si	3.5459	2.0906	16.4435
Si	-1.6649	2.5576	20.9104
Si	6.2239	13.7339	22.8925
Si	2.5932	8.3782	21.5377
Si	5.5968	4.8471	26.2744
Si	4.4156	13.8488	28.3877
Si	2.1502	1.6397	26.5255
Si	2.8106	11.1041	22.6215
Si	1.941	1.7279	23.7656
Si	8.2268	13.7965	24.9485
Si	10.2476	10.3674	27.3377
Si	10.2314	11.0628	14.2317
Si	4.9351	10.8677	27.4715
Si	9.1836	9.8038	21.1684
Si	3.5266	13.7966	21.6971
Si	1.0621	7.0591	15.0886
Si	2.8709	4.0852	25.0398
Si	2.7942	4.5036	15.2189
Si	1.3412	6.4803	23.8179
Si	9.8757	8.0224	14.8632
O	9.4791	1.4314	24.8835
O	6.1604	4.219	17.4116
O	0.3699	5.5052	22.9696
O	3.0157	11.8657	17.9153
O	4.4794	6.1519	18.4894
O	2.3243	5.5964	24.7872
O	7.5106	7.0922	21.0119
O	4.7385	14.3342	22.6603
O	3.8664	2.4327	18.0157
O	-0.8562	3.9435	21.1984
O	8.6398	2.9629	17.8215
O	3.6065	8.7048	18.0131
O	3.2342	1.349	27.7086
O	4.4792	4.1317	25.3373
O	0.9923	11.5017	19.55
O	5.0833	0.1	18.0972
O	3.1004	11.5074	24.1858
O	4.4724	12.4045	27.6513
O	-3.1981	5.2031	16.4928
O	1.2105	11.1655	22.2037
O	8.795	10.1541	26.6787
O	3.9891	5.2389	16.0695
O	6.6799	5.6709	25.3886
O	3.1562	0.5129	16.2919
O	4.8631	2.2616	15.514
O	10.1563	3.7303	23.7782
O	8.331	10.9293	21.969
O	6.9594	8.2542	26.0782
O	6.2111	6.7178	16.627
O	7.0827	0.5507	21.5293
O	3.5622	7.6304	20.4672
O	9.4077	5.8495	22.3723
O	8.13	7.1573	18.3648
O	-0.5152	7.1203	15.4806
O	10.2521	9.6076	14.9642
O	9.4623	8.4986	22.1177
O	1.846	11.9907	26.5495
O	6.9331	1.0718	24.1738
O	2.1441	0.9224	22.3783
O	-0.9887	10.4349	20.7702
O	1.5182	9.7671	25.1222
O	5.9348	2.1204	19.6911
O	3.7556	10.2079	26.5427
O	8.1244	14.1181	19.1155
O	-1.1533	1.93	19.4869
O	8.9746	4.5538	27.2875
O	8.5433	7.7477	15.7629
O	1.3019	9.0127	20.7219
O	10.3455	12.2143	15.3556
O	9.9329	14.0488	17.1908
O	2.3672	3.1286	16.0016
O	-0.4323	9.1263	26.7908
O	2.182	7.3346	22.7185
O	10.1431	1.5685	22.2123
O	10.8328	11.8441	26.8713
O	7.5017	10.0878	24.3407
O	1.5288	5.4979	14.9923
O	2.5911	3.2305	23.6651
O	9.1033	6.7779	26.0297
O	8.6789	12.4437	24.1457
O	0.3586	1.7913	24.1004
O	4.89	11.8486	15.9689
O	6.2488	12.1139	23.1563
O	5.879	8.3021	19.2965
O	7.7853	13.3817	26.467
O	3.6111	14.3635	20.187
O	8.3022	2.7933	20.7714
O	2.6365	1.0147	25.078
O	1.2773	10.0262	17.3884
O	5.864	1.1525	28.0653
O	7.7356	7.2981	23.7162
O	1.9529	7.9558	26.9511
O	8.3133	9.3373	19.8591
O	3.5813	12.1752	21.6631
O	-0.0954	14.6407	15.2134
O	1.9207	7.6982	16.3001
O	8.326	2.0741	27.8431
O	7.4612	2.7408	15.5455
O	0.7105	0.9083	26.9041
O	2.0914	3.2801	26.2794
O	3.1777	9.8823	15.5897
O	6.2971	10.7884	26.6136
O	0.5991	-0.7049	17.1308
O	3.388	9.617	22.2683
O	7.7334	4.0219	29.5144
O	4.276	8.214	12.7499
O	2.6782	4.574	31.4808
O	14.6092	-6.2904	31.6798
O	6.0907	6.9342	14.0443
O	5.2711	5.276	32.3293
O	7.3932	5.2998	12.3741
O	4.783	5.4647	12.1927
O	0.084	2.8995	32.1996
O	4.0014	8.0864	9.8867
O	6.7895	8.8238	12.3871
O	12.487	1.6011	30.0197
O	8.0502	19.6177	31.282
O	6.4231	5.3571	9.8749
O	1.8056	6.3395	28.9473
O	4.8395	5.8707	27.2686
O	3.8056	10.2265	11.1131
O	4.5914	5.101	29.7622
O	25.0118	5.5809	9.78
O	7.3004	8.8653	9.7525
O	4.9225	-4.4775	31.2168
O	6.8304	-14.8067	11.8967
O	6.3964	6.9192	29.2163
O	9.953	15.9764	30.224

Results
free energy: -227634.756 eV
free energy less fixed offsets of O -568.88, Si -635.61 eV per atom: 3.804 eV

Forces (eV/angstrom), in the order of the atoms: element, x, y, z
Si	-0.0016	0.0032	0.0256
Si	-0.0163	0.0133	-0.0372
Si	-0.0046	-0.0104	0.0063
Si	0.0154	-0.0171	0.0361
Si	-0.0058	-0.0267	-0.0123
Si	-0.022	-0.0096	0.0141
Si	-0.031	0.0091	-0.0065
Si	-0.0044	-0.0145	0.0094
Si	0.0135	-0.004	-0.0136
Si	-0.0153	0.0261	-0.0303
Si	0.0008	0.0256	0.0398
Si	0.0203	0.0122	0.0412
Si	0.058	-0.0534	0.0163
Si	-0.0289	-0.0248	0.0063
Si	-0.0092	-0.0318	0.0001
Si	0.0039	-0.0011	-0.0225
Si	0.053	-0.0424	0.0041
Si	-0.0438	-0.0185	0.0002
Si	0.0676	0.072	-0.0211
Si	0.0234	0.0667	-0.0223
Si	0.0212	0.0524	-0.0012
Si	0.0595	-0.0502	0.0048
Si	-0.0737	0.0511	-0.0084
Si	-0.0028	-0.0332	-0.0225
Si	0.155	-0.1339	-0.0446
Si	-0.078	-0.1117	0.0277
Si	-0.0332	-0.1043	0.1327
Si	0.0522	0.0202	-0.0946
Si	0.1284	-0.1182	-0.3724
Si	-0.1204	-0.0815	-0.2537
Si	0.1963	0.141	0.081
Si	0.0195	0.1512	0.0617
Si	0.0492	0.1457	-0.3521
Si	0.1494	-0.1482	0.1374
Si	-0.1489	0.1517	0.2076
Si	-0.0886	-0.0534	0.1706
Si	0.1208	0.109	-0.2594
Si	-0.3715	0.0635	0.0715
Si	0.3187	-0.119	-0.2329
Si	-0.0711	-0.3086	0.0977
Si	0.0426	-0.1182	0.3896
Si	-0.2772	-0.1376	0.0329
Si	-0.3942	0.0691	0.1613
Si	0.2317	0.1416	-0.0574
Si	-0.0794	0.0214	-0.0634
Si	-0.0264	0.3076	0.2592
Si	0.0309	-0.1558	-0.2724
Si	0.0008	0.0518	-0.1978
Si	0.0556	0.0384	0.013
Si	-0.1513	0.0515	-0.0056
Si	0.1176	-0.0335	0.0126
Si	-0.0316	-0.1164	0.0172
Si	0.0009	-0.0501	0.0066
Si	-0.0908	-0.0536	0.0128
Si	-0.1364	0.0084	0.0099
Si	0.0865	0.0583	0.0225
Si	-0.0175	0.0058	-0.0035
Si	-0.0185	0.1217	-0.0032
Si	0.0058	-0.0591	-0.0078
Si	0.0142	0.0282	0.0104
Si	0.0052	0.0051	-0.0012
Si	0.0238	-0.0084	0.0452
Si	-0.0003	0.0245	0.0217
Si	-0.0101	0.0094	-0.079
Si	0.0102	0.0099	0.0063
Si	0.0143	0.0082	0.0162
Si	0.0306	-0.0184	-0.0033
Si	-0.0068	0.0059	0.0011
Si	-0.0062	-0.0094	-0.0139
Si	0.0104	-0.0327	0.0636
Si	-0.0087	-0.0143	-0.0909
Si	-0.01	-0.0155	-0.0118
Si	-0.0344	0.0903	-0.0769
Si	-0.0056	0.1838	0.0846
Si	-0.0544	-0.0312	-0.0619
Si	0.0238	-0.007	-0.0942
Si	-0.0456	-0.0044	-0.091
Si	0.0241	0.0821	0.0265
Si	0.0019	-0.1396	-0.2231
Si	0.0888	0.0084	-0.2567
Si	0.0259	0.0087	-0.0029
Si	-0.0233	-0.0271	-0.0684
Si	-0.0045	0.0793	0.0263
Si	-0.0319	0.0061	-0.1021
Si	0.0025	-0.0042	-0.0081
Si	0.0189	0.0205	0.0192
Si	0.0406	-0.0705	-0.0299
Si	0.0047	0.0686	-0.0543
Si	-0.0164	0.0332	-0.0348
Si	-0.0625	0.039	0.0967
Si	0.0384	-0.0055	-0.0584
Si	0.1215	0.1079	-0.0553
Si	-0.0706	-0.257	-0.0956
Si	-0.0192	-0.0979	0.0216
Si	0.0845	-0.0423	-0.0209
Si	0.1061	0.0596	-0.0258
Si	0.0062	0.01	-0.1386
Si	0.0397	-0.018	0.0021
Si	0.0309	-0.0054	-0.0242
Si	-0.0204	-0.0154	0.1696
Si	0.0101	-0.0059	-0.104
Si	0.0417	0.0578	0.1222
Si	-0.0336	0.0137	0.0327
Si	0.0045	-0.0057	-0.0145
Si	-0.013	0.005	-0.0691
Si	-0.0016	0.0213	0.0174
Si	0.0005	-0.015	-0.0157
Si	-0.0013	0.0166	0.0198
Si	-0.043	-0.0022	0.0192
Si	0.0071	0.0374	-0.0083
Si	0.0421	-0.0019	0.0035
Si	-0.0506	-0.014	-0.0443
Si	-0.0072	-0.0109	-0.0092
Si	-0.0917	0.0145	-0.0077
Si	0.0493	0.0118	-0.0023
Si	0.0236	0.0053	0.0287
Si	-0.0192	-0.0017	0.0241
Si	-0.0033	-0.0006	0.0035
Si	-0.0289	-0.0076	-0.0073
Si	-0.0199	-0.0314	0.0268
Si	0.0261	-0.0084	0.0037
Si	-0.0026	-0.0094	-0.0102
Si	-0.0196	-0.0031	-0.0127
Si	0.0064	0.0235	-0.0049
Si	-0.0051	0.0006	0.0087
Si	0.0296	-0.0075	0.0122
Si	-0.0133	-0.0199	0.0075
Si	-0.0058	-0.0041	-0.0112
Si	0.0088	0.0038	-0.0143
Si	-0.0054	0.0023	0.0038
Si	0.0087	0.0116	-0.0176
Si	-0.0103	0.0016	-0.019
Si	0.0139	-0.0062	0.0019
Si	-0.013	0.0071	0.0269
Si	0.0046	0.0221	0.0143
Si	0.0093	-0.0006	0.0063
Si	0.0012	0.0089	-0.002
Si	-0.0052	0.0036	0.003
Si	-0.0195	0.0048	-0.0003
Si	-0.0033	0.0076	-0.0083
Si	-0.0064	0.0056	-0.0004
Si	-0.007	0.0095	0.0074
Si	0.0123	0.0079	-0.008
Si	0.0022	0.0089	0.0065
Si	-0.0077	-0.0092	0.0104
Si	-0.0028	0.0257	-0.0213
Si	-0.0172	-0.0279	-0.0003
Si	0.0084	0.0065	-0.0009
Si	-0.0017	-0.0118	0.0004
Si	-0.0109	0.0064	0.0017
Si	0.0503	0.0035	0.0248
Si	-0.0104	-0.0626	-0.002
Si	0.0606	-0.0048	0.0133
Si	0.0081	-0.0538	0.0238
Si	-0.0254	0.0181	-0.0508
Si	-0.0099	-0.0328	0.0214
Si	-0.008	-0.0224	0.0304
Si	-0.0277	0.0187	0.026
Si	-0.012	-0.0064	-0.01
Si	0.0355	0.0147	0.0458
Si	0.0104	0.0276	0.1011
Si	-0.0418	0.0125	-0.066
Si	-0.0213	0.0043	-0.0108
Si	0.0227	-0.0262	0.1482
Si	-0.0008	0.0273	0.205
Si	-0.0195	0.037	-0.0338
Si	0.0522	0.0381	0.0745
Si	-0.0027	-0.0219	-0.0039
Si	0.0253	-0.0243	-0.0365
Si	-0.0324	0.0031	-0.0303
Si	0.0394	0.0366	0.0029
Si	-0.0553	0.0001	0.0648
Si	0.1433	0.0273	0.0111
Si	-0.051	-0.0291	0.0108
Si	0.0318	0.0715	-0.003
Si	-0.0013	0.1657	0.1101
Si	-0.0253	-0.1437	0.1757
Si	-0.0527	-0.1188	0.0055
Si	0.1409	-0.0497	0.038
Si	-0.0187	-0.0034	0.0422
Si	-0.0144	0.148	0.1851
Si	0.0134	-0.0877	0.0692
Si	-0.0115	0.042	0.054
Si	0.0197	0.0057	0.1063
Si	-0.0512	-0.0105	0.0249
Si	-0.0164	-0.0121	0.0812
Si	-0.0138	-0.0493	0.0825
Si	0.0836	0.0237	-0.1047
Si	-0.0925	0.022	0.1427
Si	-0.0273	0.0807	0.0793
Si	0.0848	-0.1508	-0.031
Si	-0.1239	0.0403	0.0126
O	-0.027	0.0375	0.005
O	-0.0039	-0.0416	-0.0813
O	0.0045	0.01	-0.0543
O	0.0829	-0.0121	-0.0936
O	0.036	-0.0441	-0.1531
O	-0.0075	-0.0057	-0.1225
O	-0.0335	-0.0143	0.0261
O	0.0557	-0.0027	-0.0766
O	-0.0239	0.018	-0.034
O	0.0059	0.0119	-0.04
O	0.0053	0.0196	-0.0332
O	0.0084	-0.0094	-0.0666
O	0.019	0.0033	0.0323
O	-0.0034	0.0209	0.0344
O	-0.0094	0.0451	0.0405
O	-0.0172	-0.0351	0.0512
O	0.002	0.0204	0.0484
O	0.023	-0.0321	0.0983
O	-0.0005	-0.0004	0.0729
O	-0.0129	-0.0178	0.033
O	0.0383	0.0336	0.0395
O	0.018	-0.054	0.0386
O	0.0142	-0.0083	-0.0076
O	-0.0678	-0.0768	0.0624
Si	0.0185	-0.0123	0.0583
Si	-0.0063	0.0387	0.034
Si	-0.0154	-0.0401	0.0143
Si	-0.0098	0.0412	-0.0044
Si	0.016	-0.0702	0.1092
Si	-0.0176	0.0351	-0.0191
Si	-0.0285	0.0096	0.0443
Si	0.0345	-0.0068	-0.0702
Si	-0.0147	-0.0403	-0.0583
Si	0.0193	0.0048	0.0501
Si	0.0014	-0.018	-0.0372
Si	0.0082	0.0242	-0.0213
Si	0.0233	-0.0116	0.0061
Si	0.0363	-0.0228	-0.0499
Si	0.037	0.0302	-0.0303
Si	-0.0648	-0.0186	0.046
Si	0.0016	0.0209	0.0066
Si	-0.0406	-0.0253	0.0474
Si	0.0092	-0.0066	0.0079
Si	0.0336	-0.01	0.0672
Si	-0.004	-0.0095	-0.036
Si	-0.0308	-0.0011	-0.0398
Si	-0.0084	-0.0004	-0.0533
Si	0.0028	-0.0142	-0.0766
Si	0.0148	-0.0485	0.0744
Si	0.0331	0.0048	-0.0611
Si	-0.0162	-0.0345	0.0001
Si	-0.029	-0.0357	0.0236
Si	-0.0297	-0.0311	0.0118
Si	0.0036	-0.0234	-0.0277
Si	0.0195	0.0261	0.0243
Si	0.0096	-0.0036	0.0184
Si	-0.0153	-0.0031	-0.068
Si	-0.0042	-0.0477	-0.0136
Si	0.0358	0.0081	-0.0045
Si	0.0056	0.0023	0.0733
Si	0.0138	0.0385	0.0497
Si	0.0001	-0.0044	-0.0436
Si	0.0343	-0.044	-0.045
Si	-0.0805	0.034	-0.0402
Si	0.003	0.049	0.0162
Si	-0.017	-0.0185	0.0283
Si	0.0058	0.0318	-0.0195
Si	0.0126	0.006	-0.0182
Si	0.0392	0.0004	0.0209
Si	0.0235	0.0166	0.0198
Si	-0.0181	-0.0182	0.0688
Si	0.0066	0.017	0.0062
O	0.0053	0.0103	-0.0142
O	-0.0037	-0.0008	-0.0014
O	-0.0236	-0.0002	-0.0316
O	-0.0117	-0.0021	0.0113
O	-0.0014	0.019	0.021
O	-0.031	0.0114	-0.0258
O	0.0087	-0.0031	0.0112
O	0.0059	-0.0097	0.0084
O	0.0164	0.0068	0.0154
O	-0.0053	0.0073	-0.0096
O	0.0047	-0.0157	0.02
O	0.0202	-0.0127	0.0243
O	-0.0227	0.0081	0.0109
O	0.0056	-0.0051	0.0105
O	-0.0227	-0.0161	0.0687
O	0.001	0.014	0.0293
O	0.0068	0.0061	-0.0452
O	-0.0072	0.0015	0.0174
O	-0.0158	0.0056	-0.0172
O	-0.0087	-0.0079	-0.0133
O	-0.0117	0.0193	0.0248
O	-0.0117	-0.0091	-0.0304
O	0.0311	0.0201	0.0009
O	0.006	0.0252	0.0035
O	0.0001	0.0088	-0.0274
O	0.0148	0.0029	-0.0333
O	0.0097	-0.0102	-0.0344
O	0.0174	0.0188	0.006
O	0.0018	0.0104	-0.0031
O	0.0042	-0.0131	0.006
O	-0.0161	0.0003	0.0424
O	0.0032	-0.0124	-0.0148
O	0.003	0.0303	0.0587
O	0.0149	-0.0113	-0.028
O	-0.0033	0.0107	-0.0585
O	0.0059	0.0082	-0.0119
O	-0.0033	-0.0026	0.0074
O	0.0051	-0.0209	-0.0052
O	0.0117	-0.0179	-0.0141
O	-0.0121	0.0025	-0.0013
O	0.0054	0.0121	0.0114
O	0.0078	0.0024	0.0138
O	0.0202	0.0066	0.0269
O	0.0056	0.0184	0.028
O	-0.0106	0.0158	0.0532
O	-0.0005	0.0126	0.0129
O	0.011	0.0136	-0.0429
O	-0.0141	-0.006	-0.0005
O	0.0028	-0.0059	-0.0373
O	0.0062	-0.0002	-0.0221
O	0.0135	0.0217	-0.0468
O	-0.0087	0.0227	0.0256
O	0.0105	0.0127	-0.0338
O	-0.0003	-0.0018	-0.0276
O	-0.0135	0.0091	0.0222
O	-0.0077	0.017	-0.02
O	0.0161	0.0009	-0.0285
O	-0.016	-0.0197	-0.0337
O	0.0014	-0.0151	0.0285
O	-0.0168	0.0202	0.0074
O	-0.0318	-0.0056	-0.0066
O	-0.015	0.0109	0.0017
O	-0.0018	0.0165	-0.0173
O	0.0184	0.0196	0.0326
O	0.0131	0.0178	0.0131
O	-0.0124	-0.0087	0.0392
O	0.013	0.0058	0.0211
O	-0.0208	0.0113	-0.0314
O	0.0101	-0.0067	-0.0004
O	0.0472	-0.0242	0.0635
O	0.0203	0.0138	-0.0675
O	0.0497	-0.0141	0.0723
O	0.0135	0.0259	0.0094
O	-0.0019	-0.0116	-0.0057
O	-0.0096	0.0848	-0.0829
O	-0.002	0.0062	-0.0311
O	0.034	-0.0324	0.0088
O	-0.0132	0.0157	-0.0098
O	-0.0229	-0.0024	0.0135
O	-0.0134	-0.0033	-0.0037
O	-0.03	-0.0169	0.0002
O	0.0205	0.0007	-0.0006
O	-0.0301	0.021	-0.0176
O	-0.0039	-0.0044	-0.0101
O	0.0128	-0.0024	0.0103
O	0.0978	0.0543	-0.0838
O	-0.0201	0.0155	0.075
O	-0.0404	-0.0242	0.0635
O	-0.0107	0.1061	-0.1245
O	0.0184	-0.0036	0.1255
O	0.002	-0.0068	-0.0395
O	-0.012	-0.0259	-0.0299
O	0.0052	0.0045	0.1104
O	-0.0181	0.0254	-0.1308
O	-0.1864	0.006	-0.0252
O	-0.0333	-0.0374	0.0595
O	0.0297	0.048	0.0543
O	0.016	-0.0162	-0.1085
O	-0.0209	0.0046	0.0116
O	-0.0126	0.035	0.0921
O	0.0351	-0.0465	0.0857
O	0.0015	0.0061	0.0075
O	-0.0211	-0.0327	-0.1382
O	0.0498	0.0507	-0.0903
O	-0.0343	-0.0533	0.1216
O	0.0308	-0.0296	-0.0633
O	-0.0215	0.0099	-0.0045
O	-0.0017	-0.0243	0.0154

The program warned: the cutoff lies below the one the program advises for these potential files; the forces do not sum to zero within the program's tolerance; the exchange-correlation potential is rough where the density is thin.
